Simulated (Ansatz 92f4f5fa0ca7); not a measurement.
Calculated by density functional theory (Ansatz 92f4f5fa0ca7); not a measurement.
Periodic cell of 220 atoms, Si132O88, from a study of silicon, its oxide and their interface. The atomic structure is a simulated model.
This geometry differs little from another in the collection (a relaxation step or a small displacement).

Settings: functional r2SCAN; potential files Ansatz PAW; basis plane waves; wave-function cutoff 800 eV; density cutoff ratio 5; exchange-correlation grid ratio 1; k mesh 1 x 1 x 1, shifted by 0.5 0.5 0 of a step; self-consistency stop 1e-10 eV per atom in the density residual; occupations fixed; spin none; net charge 0.

Cell vectors (angstrom)
a 10.88 0 0
b 0 10.88 0
c 0 0 31.3488

Atoms and the computed forces on them: element, x, y, z (angstrom), force x, y, z (eV/angstrom)
Si -0.1817 0.0173 0.147 0.0151 -0.0071 0.0023
Si 3.0045 2.3986 -0.1861 0.0014 0.0048 -0.0028
Si -0.2916 5.8467 -0.1157 0.0023 0.002 0.0014
Si 3.0182 8.15 0.1457 -0.0089 0.0013 -0.0021
Si 5.2859 0.174 0.0449 0.0045 0.0026 0.0013
Si 8.7947 2.523 -0.1415 -0.0088 0.0162 -0.0049
Si 4.9604 5.6799 -0.0883 0.0007 -0.003 -0.0033
Si 8.572 8.2769 -0.3965 0.0024 -0.0005 0.0006
Si 1.437 1.3226 1.2468 -0.0021 -0.001 0.0017
Si 3.9575 4.0388 1.1924 0.0021 -0.0024 0.0004
Si 1.3341 6.9115 1.2158 -0.0009 0.0014 -0.0011
Si 4.1902 9.5873 1.5144 -0.0002 -0.0004 0.0004
Si 6.9293 1.4783 1.0757 -0.0004 0.0006 0.0001
Si 9.6082 4.1875 1.3042 -0.0023 0.0024 0.0003
Si 6.5834 6.6868 1.2831 0.0009 -0.0009 -0.0003
Si 9.4513 9.4826 1.4092 0.0004 -0.0025 0.0008
Si 0.0946 2.7596 2.6081 0.0045 0.0001 -0.0009
Si 2.7156 0.0249 2.732 -0.0016 -0.0005 0.0004
Si -0.0102 8.1566 2.6854 0.0024 0.0013 0.0008
Si 2.6426 5.4477 2.5712 -0.0008 0.0011 0.0009
Si 5.4838 2.7617 2.5057 -0.0009 0.002 0.0012
Si 8.1001 0.0609 2.6097 -0.0017 -0.0021 0.0002
Si 5.474 8.1314 2.7807 0.0028 0.0007 0.0007
Si 8.1114 5.4376 2.607 -0.0003 -0.0006 0.0011
Si 1.3862 4.102 4.0167 0.0012 -0.0005 0.0008
Si 4.1368 1.4141 3.9629 0.0021 -0.0006 -0.0013
Si 1.3287 9.5354 4.0395 -0.0001 -0.0012 -0.0008
Si 4.0186 6.771 3.9955 -0.0015 -0.0007 0.0016
Si 6.7682 4.0857 3.972 -0.0002 -0.0004 -0.0009
Si 9.5337 1.3937 3.926 0.0009 -0.0003 0.0028
Si 6.8274 9.5563 4.0414 0.0004 0.0009 0.0019
Si 9.494 6.7859 3.9878 -0.0018 0.0013 -0.0018
Si -0.0228 0.0478 5.3508 0.0012 0.0004 -0.0007
Si 2.7793 2.7608 5.3506 -0.0003 0.0002 -0.0005
Si -0.0186 5.4358 5.3462 0 0.0001 -0.0008
Si 2.6846 8.1493 5.3585 -0.0011 0.0005 -0.0009
Si 5.437 0.0214 5.3561 -0.0011 0.0001 -0.0004
Si 8.1606 2.7184 5.313 -0.0009 0.0014 -0.0004
Si 5.4189 5.4415 5.3416 0.0012 0.0005 0.0002
Si 8.1981 8.1893 5.3685 0.0009 0.0002 -0.0004
Si 1.38 1.3926 6.6801 -0.0002 0.0004 -0.0002
Si 4.1108 4.094 6.7463 0.0004 0.0002 0.0001
Si 1.3272 6.8033 6.7171 0.0003 -0.0006 -0.0002
Si 4.069 9.5179 6.6797 -0.0006 -0.0002 -0.0001
Si 6.8201 1.3572 6.7075 -0.0001 -0.0004 -0.0002
Si 9.5221 4.0653 6.687 -0.0005 -0.0004 -0.0005
Si 6.7997 6.8106 6.6759 -0.0003 0.0008 0.0002
Si 9.5333 9.5566 6.7361 -0.0002 -0.0001 0.0003
Si 0.0201 2.7369 8.0617 0.0005 -0.0001 -0.0001
Si 2.7205 0.0053 8.0249 0 0.0002 -0.0004
Si 0.0006 8.1873 8.0814 -0.0004 0.0006 -0.0003
Si 2.7204 5.4643 8.0593 -0.0008 0.0001 0.0003
Si 5.477 2.71 8.0805 0 0.0009 -0.0002
Si 8.151 0.0006 8.1047 -0.0004 0.0006 -0.0001
Si 5.4395 8.1672 8.0312 -0.0004 0.0001 -0.0001
Si 8.1551 5.4222 8.0204 0.0001 0.0001 -0.0005
Si 1.3926 4.1 9.423 0 0.0006 0.0002
Si 4.0907 1.3305 9.3929 0.0001 -0.0003 -0.0002
Si 1.3974 9.5393 9.418 0.0003 -0.0001 0.0002
Si 4.0983 6.8153 9.4016 -0.0001 0.0005 -0.0001
Si 6.8541 4.0577 9.434 0.0006 0 0.0001
Si 9.5372 1.378 9.4274 -0.0008 0.0002 -0.0002
Si 6.7572 9.5016 9.4424 -0.0004 -0.0003 0
Si 9.4738 6.8095 9.3698 0.0005 -0.0003 0
Si 0.0283 0.0173 10.7547 0.0008 0.0002 0
Si 2.7826 2.7125 10.7506 -0.0006 0.0002 -0.001
Si 0.0044 5.5105 10.7009 0.0003 0.0005 0.0003
Si 2.798 8.2114 10.7782 -0.0001 0.0003 0.0003
Si 5.3944 -0.0202 10.8125 0.0002 0.0005 -0.0002
Si 8.2039 2.7131 10.8495 0.0003 0.0004 0.0008
Si 5.4519 5.4175 10.7252 -0.0007 -0.0005 -0.0003
Si 8.0728 8.077 10.7761 -0.0013 0.0001 -0.0001
Si 1.4009 1.4052 12.1026 -0.0012 -0.0004 -0.002
Si 4.2066 4.0188 12.111 0.0007 0.0013 -0.0009
Si 1.3866 6.8593 12.0292 -0.0008 0.0013 -0.0003
Si 4.0746 9.5338 12.2815 0.0004 0.0008 0.0015
Si 6.775 1.2952 12.1628 0.0004 0.0009 -0.001
Si 9.599 4.1783 12.1115 0 0.0008 0.0004
Si 6.6919 6.7222 12.2029 0.0006 -0.0005 0.0002
Si 9.4858 9.4763 11.9843 0.0005 0.0004 -0.0008
Si 0.0793 2.8253 13.4419 -0.0005 0.0019 -0.0001
Si 2.6982 0.0994 13.5813 0.0006 -0.0001 0.0019
Si 0.0947 8.3175 13.3451 0.0042 -0.001 -0.0021
Si 2.7077 5.3817 13.2648 0.0005 0.001 -0.0013
Si 5.5641 2.6938 13.6197 0.0001 -0.0004 0.0001
Si 8.1282 -0.1625 13.4228 -0.0007 0.0001 -0.0018
Si 5.3957 8.1168 13.6845 -0.0009 0.0007 0.0003
Si 8.1081 5.3277 13.5092 -0.0013 -0.0008 0.0016
Si 1.7301 3.8951 14.7923 -0.0025 0.0004 0.0003
Si 3.9182 1.6258 14.874 0.0033 -0.0007 -0.0016
Si 0.8596 10.0527 14.7174 0.0014 -0.001 -0.0017
Si 3.9307 6.5705 14.7985 -0.0005 0.0018 -0.0005
Si 7.3459 3.6106 14.9314 0.0012 0.0029 -0.0049
Si 9.5091 1.3669 14.4937 -0.0011 0.0014 0.0016
Si 7.3382 8.9395 14.8409 0.0008 -0.0005 0.0005
Si 8.8295 6.98 14.9915 -0.0023 -0.0011 -0.0024
Si 4.0345 3.6322 21.4635 -0.0002 0.0016 -0.0023
Si 4.1267 5.6337 19.104 0.0007 0 -0.003
Si 14.2705 -9.9667 20.2108 0.0003 -0.0004 -0.002
Si -1.0718 -0.0786 23.2126 0.0013 -0.0002 0.0007
Si 4.0139 0.0082 17.4023 0.0007 0.0013 -0.0053
Si 12.1755 -1.039 17.5447 0.0009 -0.0005 -0.002
Si 11.5447 0.8453 21.2263 0.0012 -0.0004 -0.0006
Si 16.9335 8.6361 17.423 0.0003 -0.0009 -0.0015
Si 10.6236 -5.0664 20.4717 0.0003 0.0014 -0.0023
Si 1.1793 3.6726 22.1296 0.0013 0.0001 -0.0014
Si 9.7772 -1.2437 19.0293 0.0014 -0.0016 -0.0016
Si 13.979 -3.8315 26.5278 -0.0003 -0.0013 0.0015
Si 1.2941 -2.3812 20.2074 0.0003 0.001 -0.002
Si 7.8468 6.0241 21.7406 -0.0001 0.0003 0.0008
Si 16.7368 5.4509 16.7489 0.0015 -0.001 -0.0011
Si 3.7715 9.4878 21.9548 -0.0003 -0.0001 -0.0011
Si 17.9848 3.1541 21.8133 0.0003 0.0008 -0.0008
Si 1.0091 -1.9121 26.5895 0.0021 -0.0014 0.0012
Si 3.2201 -1.1663 25.0727 -0.0019 0 0.0029
Si 6.791 -2.9999 26.8699 0.0009 -0.0008 0.0019
Si 8.6829 3.9836 26.4848 0 0.0004 0.0054
Si 9.9126 6.7867 17.8121 -0.0004 -0.0004 -0.0033
Si 4.4423 -6.3637 25.6917 0.0011 0.0002 0.0022
Si 7.2585 1.2065 27.0872 0.0003 0.0006 0.0029
Si 16.6801 -2.9462 20.2183 -0.0012 0.0008 -0.0033
Si 12.7876 6.0519 16.9696 0.0009 -0.001 -0.002
Si 9.618 2.954 23.8099 0.001 0.0003 0.0016
Si 2.1598 2.1963 28.9474 -0.0005 0.0075 0.0068
Si -1.8642 -1.1896 25.8874 0.0008 -0.001 0.0036
Si -4.0809 -15.8878 24.7656 -0.0004 0 0.0017
Si 4.1239 1.6476 26.3995 0.0006 0.0026 0.0018
Si 1.6107 -0.8869 29.4176 0.0005 -0.0025 0.0043
Si 5.2319 5.8314 28.2342 -0.0006 -0.0004 0.0019
Si -3.9941 9.943 29.0043 0.0016 0.0001 -0.0004
Si 10.3524 3.8847 28.9638 -0.0007 0.0001 0.0015
Si 8.6275 0.7425 20.7377 0.0005 0.0005 -0.0018
O -3.7161 -3.2204 0.0933 -0.0003 0.0003 0.0021
O 0.1968 -0.9583 -1.1409 -0.0005 -0.0021 -0.0044
O 1.9216 0.6734 -1.9386 -0.0027 -0.0032 -0.0006
O 0.711 2.8781 -2.7795 0.0004 0.0006 -0.0035
O 0.1757 5.0228 -1.4569 -0.0009 0.0007 0.001
O -2.7199 9.1142 -1.7467 0 0.0009 -0.0016
O 3.9622 6.9377 -0.3944 0.0043 0.0029 0.0055
O 2.6475 9.0597 -1.1478 0.0009 -0.0004 -0.0027
O 5.7394 -0.7468 -1.23 -0.0011 -0.0004 -0.0003
O 4.2265 1.3092 -0.4673 -0.0017 -0.002 0.0024
O 9.0652 3.2355 -1.6071 0.0038 0.0014 -0.0016
O 9.6851 1.1794 -0.3759 -0.0033 -0.0103 -0.0002
O 5.3475 5.2187 -1.6216 -0.0017 0.0007 0.0006
O 8.232 8.349 -5.0303 0.0012 -0.0002 -0.0008
O 16.0595 4.9107 -13.244 -0.0008 0.0009 0.0011
O 9.5812 7.0242 -0.6845 -0.0017 0.0007 0
O -5.3985 3.1745 22.113 0.0011 -0.0007 0.0011
O 2.434 8.8403 21.296 0.0012 0.0007 -0.0002
O 17.8967 -3.7771 20.8743 0.002 -0.0008 0.0005
O 4.2051 4.9314 20.5385 0.0001 -0.0008 0.0013
O 1.1226 9.1875 16.0795 -0.0009 0.0001 0.001
O -0.2531 11.21 15.1839 -0.0001 -0.0004 -0.0006
O 7.0133 4.3822 16.3591 -0.0013 0.0002 0.0012
O 7.4258 -6.2994 21.1302 -0.0006 -0.0006 -0.0007
O 8.4558 2.4185 15.2843 -0.0018 -0.0012 0
O 2.9018 6.9554 16.0373 0.0002 0.0011 0.0003
O 7.0964 9.3904 16.4291 0.0006 0.0007 0.0003
O 10.3398 7.3383 14.5109 -0.0011 0 0.0018
O 6.1332 7.0546 16.9822 -0.0005 0.0009 0.0002
O 4.581 1.0045 16.2548 -0.0006 0.0011 0.0024
O 0.8839 6.9602 20.4246 -0.0001 -0.0003 -0.0006
O 2.4054 10.9748 17.2743 -0.0013 0.0005 -0.0002
O 2.8124 2.7667 15.2857 -0.0026 -0.0015 -0.0011
O 12.7208 -23.8184 18.701 -0.0001 -0.0006 0.0006
O 1.3968 4.7308 16.1633 0.0008 -0.0003 0.0026
O 5.142 4.6024 27.17 0.0011 -0.0002 -0.0009
O 9.4547 -4.6938 21.5484 0.0009 -0.0004 0.0006
O 4.8948 5.402 15.4456 -0.0004 -0.0003 -0.0003
O 9.8742 5.6987 19.0228 0.0001 -0.0009 0.0021
O 14.1667 -5.2027 25.649 0.0013 -0.0005 -0.0019
O 5.6844 1.3412 26.7237 0.0003 -0.0001 -0.0002
O 22.3325 -4.017 17.3504 -0.0005 0.0014 -0.0007
O 16.4192 -6.0056 24.5469 0.0019 0.0009 -0.0009
O 18.3824 1.913 20.8137 0 -0.0001 -0.0003
O 17.3024 8.8075 18.9939 0.0003 0.0001 0.0018
O -1.5136 8.2173 18.3747 -0.001 0.0027 0.0018
O 15.1589 0.479 18.9294 0.0005 -0.0003 0.0022
O 15.9795 8.733 21.4308 -0.0002 0.0009 0.0009
O -0.1318 9.3089 20.3097 0.0001 0.001 0.0007
O 8.5313 -0.3172 19.504 -0.0019 0.0014 -0.0002
O 4.6185 -1.4901 17.1837 -0.0003 -0.0006 -0.0005
O 12.3724 -3.4896 26.6154 0.0002 -0.0007 -0.0007
O 19.4663 -0.0854 22.1352 -0.0012 -0.0017 0.0003
O 4.6148 -3.7489 19.4517 -0.0005 0.0003 0.0002
O -3.3916 -4.7195 23.3273 0.0012 0.0008 -0.0026
O 10.845 -7.046 23.1973 -0.0007 0.0011 0.0009
O -0.1464 10.437 17.9952 -0.0017 0.0008 -0.0004
O 1.3261 2.0925 21.9627 -0.0003 0.0002 0.0005
O 14.8153 -10.7269 21.5205 0 0 -0.0004
O 18.6921 -5.695 25.8359 0.0005 0.001 -0.0012
O 12.6782 0.4883 20.1007 -0.0002 -0.0001 0.0001
O 3.899 6.7465 27.9283 -0.0007 0.0009 -0.0003
O 11.47 4.4776 20.8417 0.0008 0.0001 -0.0007
O 9.4545 -1.1861 24.3235 0.0009 0 -0.0029
O 2.6943 5.6536 18.3448 0 0.0004 0.0002
O 3.6482 0.295 25.6322 0 -0.0002 -0.002
O 3.5712 2.4859 20.4238 -0.0003 0 -0.0009
O 10.1341 1.3672 20.5986 -0.0003 0.0004 0.0001
O 8.1345 3.1002 23.0995 0.0001 0.0004 0.0003
O 6.1933 -3.6633 25.4888 0.0004 0.0004 -0.0019
O 8.9747 -4.4363 16.5434 0.0004 0.0002 0.0015
O 1.6028 -1.2463 25.2317 0.0005 0.0005 -0.0014
O 11.2234 -0.24 22.4131 0.0006 0.0006 0.0004
O 13.643 4.0333 22.4467 -0.0012 0.0003 0.0012
O -0.5056 -1.4106 26.7319 -0.0022 0.0016 -0.0008
O 3.9843 -7.9009 25.4549 0.0013 -0.0002 -0.0012
O 1.7158 -1.3183 27.8942 -0.0011 -0.002 -0.0025
O 3.7642 -2.4564 25.9215 0.0018 0.0019 -0.0002
O 8.1457 11.0497 26.1576 0.0011 -0.0003 -0.0015
O 9.9273 -9.4985 23.8801 0.0002 0.0006 0.0018
O -3.0502 2.7128 27.0243 0.0005 0.0013 -0.0009
O 14.5703 -1.4049 23.5556 0.0011 -0.0021 -0.0022
O 3.1992 2.0504 27.6897 0.0034 -0.0011 -0.0046
O -4.6234 -1.6762 27.6784 -0.0008 0.0013 -0.0004
O 9.6186 -7.4354 25.3183 0.0018 -0.0011 -0.0024
O -3.506 0.5564 28.5717 0.0006 0.0016 -0.0015
O 6.5896 -4.1767 27.9803 0.0018 0.0009 -0.0013
O 9.6676 4.5263 27.6466 -0.0017 0.001 -0.0013

Results
free energy: -134617.420 eV
free energy less fixed offsets of O -570.45, Si -639.56 eV per atom: 4.100 eV

The program warned: the cutoff lies below the one the program advises for these potential files; the forces do not sum to zero within the program's tolerance; empty levels may hold ghost states of the PAW files; the exchange-correlation potential is rough where the density is thin.
